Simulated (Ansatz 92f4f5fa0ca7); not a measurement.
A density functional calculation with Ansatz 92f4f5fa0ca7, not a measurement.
Periodic cell of 406 atoms, Si266O140, from a study of silicon, its oxide and their interface. The atomic structure is a simulated model.
Doubt: the cutoff is far below the 930 eV that the study's wrapper takes by default for these files, so forces and energies are approximate.

Settings: functional PBE; potential files Ansatz PAW; basis plane waves; wave-function cutoff 580 eV; density cutoff ratio 5; exchange-correlation grid ratio 1; k mesh 1 x 1 x 1, Gamma-centred; self-consistency stop 5e-08 eV per atom in the density residual; occupations fixed; spin none; net charge 0.

Cell vectors (angstrom)
a, 15.4687, 0, 0
b, 0, 12.8259, 0
c, 0, 0, 35.9416

Atoms and the computed forces on them: element, x, y, z (angstrom), force x, y, z (eV/angstrom)
Si, -0.0153, 1.1742, 33.2667, 0.0336, -0.0073, -0.0052
Si, 3.8699, 1.1724, 33.2608, -0.0086, -0.0253, -0.0185
Si, 7.6986, 1.1735, 33.2655, 0.0245, -0.0004, -0.0045
Si, 11.583, 1.1753, 33.2703, 0.0003, -0.0337, -0.021
Si, 1.94, 7.5873, 33.2662, -0.0196, -0.0104, -0.017
Si, 5.7689, 7.5812, 33.2807, 0.02, -0.0018, 0.0078
Si, 9.6608, 7.5889, 33.2677, -0.0067, -0.048, -0.0391
Si, 13.5167, 7.5882, 33.2773, 0.0097, -0.0324, -0.0495
Si, 1.9336, 5.247, 33.6747, 0.0091, 0.1054, -0.0331
Si, 5.8008, 5.247, 33.6747, -0.0511, -0.0162, -0.1827
Si, 9.6679, 5.247, 33.6747, -0.1491, 0.1887, 0.1349
Si, 13.5351, 5.247, 33.6747, 0.0645, 0.1181, 0.024
Si, 0, 11.6599, 33.6747, 0.0003, 0.1516, 0.0422
Si, 3.8672, 11.6599, 33.6747, 0.0368, 0.0584, -0.1861
Si, 7.7343, 11.6599, 33.6747, -0.1069, 0.1555, 0.0122
Si, 11.6015, 11.6599, 33.6747, -0.128, 0.1318, -0.0369
Si, 0, 4.664, 34.9114, 0.0067, 0.0434, -0.0011
Si, 3.8672, 4.664, 34.9114, 0.0021, -0.0354, -0.0333
Si, 7.7343, 4.664, 34.9114, 0.0303, 0.0227, -0.0027
Si, 11.6015, 4.664, 34.9114, 0.0124, -0.0316, -0.0398
Si, 1.9336, 11.0769, 34.9114, 0.0043, -0.0222, -0.0342
Si, 5.8008, 11.0769, 34.9114, 0.0111, -0.0005, -0.0176
Si, 9.6679, 11.0769, 34.9114, 0.0301, -0.0074, -0.0165
Si, 13.5351, 11.0769, 34.9114, 0.0186, -0.0141, -0.0394
Si, 0, 2.332, 35.3237, -0.0438, 0.0276, 0.0575
Si, 3.8672, 2.332, 35.3237, 0.0441, 0.0188, 0.0288
Si, 7.7343, 2.332, 35.3237, -0.117, 0.0187, 0.0461
Si, 11.6015, 2.332, 35.3237, -0.0208, 0.0371, 0.0946
Si, 1.9336, 8.745, 35.3237, 0.054, 0.0134, 0.0607
Si, 5.8008, 8.745, 35.3237, -0.1014, 0.0239, 0.1403
Si, 9.6679, 8.745, 35.3237, 0.0169, 0.0391, 0.0819
Si, 13.5351, 8.745, 35.3237, -0.0478, 0.0405, 0.1339
Si, 1.9336, 1.749, 0.6188, -0.0054, -0.024, -0.0261
Si, 5.8008, 1.749, 0.6188, 0.0214, 0.0242, 0.0212
Si, 9.6679, 1.749, 0.6188, 0.0086, -0.0069, -0.017
Si, 13.5351, 1.749, 0.6188, 0.0279, 0.0052, 0.0017
Si, 0, 8.162, 0.6188, 0.0005, -0.0129, -0.0192
Si, 3.8672, 8.162, 0.6188, 0.0063, 0.0461, 0.0373
Si, 7.7343, 8.162, 0.6188, -0.0039, -0.0177, -0.016
Si, 11.6015, 8.162, 0.6188, 0.0234, 0.0077, 0.0117
Si, 0, 5.83, 1.031, -0.0054, -0.0595, -0.0534
Si, 3.8672, 5.83, 1.031, 0.0024, 0.0275, 0.0264
Si, 7.7343, 5.83, 1.031, -0.0309, -0.0383, -0.0344
Si, 11.6015, 5.83, 1.031, -0.0044, 0.0196, 0.01
Si, 1.9336, 12.2429, 1.031, 0.0039, 0.0307, 0.0283
Si, 5.8008, 12.2429, 1.031, -0.0127, -0.0183, -0.0132
Si, 9.6679, 12.2429, 1.031, -0.0227, 0.0309, 0.0354
Si, 13.5351, 12.2429, 1.031, -0.0173, 0.0008, -0.0073
Si, 1.9336, 5.247, 2.2678, -0.0667, -0.0232, -0.0899
Si, 5.8008, 5.247, 2.2678, 0.0688, -0.018, -0.1057
Si, 9.6679, 5.247, 2.2678, -0.0595, -0.0589, -0.2164
Si, 13.5351, 5.247, 2.2678, 0.1432, -0.0455, -0.2273
Si, 0, 11.6599, 2.2678, -0.0201, -0.0475, -0.1068
Si, 3.8672, 11.6599, 2.2678, 0.0861, -0.0207, 0.0084
Si, 7.7343, 11.6599, 2.2678, -0.0675, -0.0458, -0.089
Si, 11.6015, 11.6599, 2.2678, 0.0633, -0.0547, -0.0201
Si, 1.9336, 2.915, 2.68, -0.0004, 0.0206, 0.0328
Si, 5.8008, 2.915, 2.68, -0.0186, 0.0051, 0.0294
Si, 9.6679, 2.915, 2.68, -0.0115, -0.0028, 0.0212
Si, 13.5351, 2.915, 2.68, -0.0278, 0.0281, 0.0417
Si, 0, 9.328, 2.68, -0.0011, -0.0025, 0.0113
Si, 3.8672, 9.328, 2.68, -0.0047, -0.0382, -0.0032
Si, 7.7343, 9.328, 2.68, -0.007, -0.0001, 0.0045
Si, 11.6015, 9.328, 2.68, -0.0247, 0.0033, 0.0173
Si, 0.165, 0.0494, 26.7213, -0.0624, 0.712, 0.0504
Si, 3.3813, -0.0044, 26.6273, -0.0693, 0.5726, 0.1003
Si, 8.0542, 0.1, 26.5157, -0.3781, 0.443, 0.144
Si, 11.2305, 0.0755, 26.7524, -0.2884, 0.2644, -0.0839
Si, 1.639, 6.4438, 26.7088, -0.106, 0.5499, -0.2508
Si, 6.1718, 6.4336, 26.6001, 0.0041, 0.5734, 0.0883
Si, 9.329, 6.5464, 26.8696, 0.1241, 0.6215, 0.148
Si, 13.9948, 6.7705, 26.5905, -0.1026, 0.0109, 0.2829
Si, 1.8618, 4.1088, 26.8359, -0.0258, -0.3626, -0.518
Si, 5.7787, 4.106, 26.9895, 0.0468, -0.4982, -0.2304
Si, 9.7647, 4.2836, 27.0946, 0.004, -0.2476, -0.221
Si, 13.45, 3.7966, 27.2031, 0.2095, 0.1184, -0.7317
Si, -0.075, 10.6249, 27.0743, -0.0201, -0.5664, -0.3295
Si, 3.8027, 10.499, 27.0026, 0.0329, -0.51, -0.2952
Si, 7.7018, 10.5919, 26.7247, 0.1219, -0.3079, -0.6381
Si, 11.5338, 10.5958, 27.1173, -0.1877, -0.5951, -0.3551
Si, 0.0548, 3.5063, 28.2617, -0.179, 0.0461, 0.3042
Si, 3.7916, 3.5794, 28.1631, 0.0093, 0.0434, 0.2279
Si, 7.7474, 3.531, 28.1866, 0.091, 0.0291, 0.1783
Si, 11.5182, 3.557, 28.4555, -0.0031, -0.0665, 0.1372
Si, 1.8821, 9.9047, 28.2448, -0.1459, 0.0601, 0.1764
Si, 5.8228, 10.0238, 28.1294, -0.0267, 0.0495, 0.2241
Si, 9.5252, 9.998, 28.2138, 0.1469, 0.0974, 0.2095
Si, 13.4857, 9.9949, 28.3217, 0.0986, 0.1765, 0.1673
Si, -0.0192, 1.2333, 28.7844, 0.0115, -0.226, -0.1182
Si, 3.7839, 1.2325, 28.669, -0.0225, -0.277, -0.0436
Si, 7.718, 1.2012, 28.6616, -0.0133, -0.1288, -0.1315
Si, 11.492, 1.2207, 28.7946, -0.1316, -0.1952, 0.3771
Si, 1.8847, 7.5952, 28.7606, 0.138, -0.0835, 0.079
Si, 5.8077, 7.6766, 28.665, 0.0035, -0.2867, -0.1438
Si, 9.5735, 7.7292, 28.8598, -0.0273, -0.1372, -0.0143
Si, 13.5642, 7.6646, 28.7627, 0.0161, -0.1346, -0.2358
Si, 1.9215, 0.6231, 30.0066, -0.0976, -0.0669, -0.1218
Si, 5.7557, 0.6322, 29.8769, 0.0026, -0.0131, -0.0557
Si, 9.575, 0.6361, 30.0323, 0.0802, -0.0931, -0.1049
Si, 13.4806, 0.6452, 29.9779, 0.0409, -0.0702, -0.1415
Si, -0.0171, 7.0526, 30.0324, -0.006, -0.0821, 0.0765
Si, 3.8711, 7.0541, 29.9182, -0.0081, -0.07, -0.0456
Si, 7.6634, 7.0695, 30.0392, -0.0252, -0.0714, -0.047
Si, 11.5814, 7.0757, 29.9528, 0.0105, -0.0843, -0.1017
Si, 0.0007, 4.693, 30.3498, 0.0347, 0.0796, -0.0808
Si, 3.8397, 4.7008, 30.2971, -0.0158, 0.0048, -0.0048
Si, 7.7207, 4.6914, 30.3184, 0.0031, 0.0949, -0.0783
Si, 11.574, 4.7489, 30.4437, -0.002, 0.021, 0.1426
Si, 1.9122, 11.0866, 30.3408, 0.043, 0.0527, -0.016
Si, 5.8, 11.1135, 30.2838, -0.0108, 0.0248, -0.0134
Si, 9.5854, 11.1125, 30.3463, 0.0362, 0.1031, -0.0635
Si, 13.5078, 11.1374, 30.3924, -0.0067, -0.0272, -0.0172
Si, 1.9314, 4.1088, 31.5999, 0.0272, 0.0573, -0.1394
Si, 5.7791, 4.0981, 31.5711, -0.0049, -0.0183, -0.1423
Si, 9.6296, 4.1165, 31.6223, -0.002, 0.0233, -0.1049
Si, 13.5362, 4.1083, 31.6063, -0.0232, 0.0261, -0.0282
Si, -0.0145, 10.5168, 31.6158, -0.0005, 0.0363, -0.1519
Si, 3.8697, 10.5137, 31.5763, -0.0435, -0.0085, -0.1619
Si, 7.6862, 10.5158, 31.6116, 0.0244, 0.0232, -0.1691
Si, 11.5509, 10.5283, 31.5961, 0.024, -0.0143, -0.1639
Si, 1.928, 1.7816, 32.059, -0.0393, -0.0843, -0.0579
Si, 5.7823, 1.7595, 31.9842, -0.0128, 0.0041, -0.0573
Si, 9.6333, 1.7927, 32.0712, -0.0216, -0.0442, -0.0099
Si, 13.5131, 1.7839, 32.044, -0.0382, -0.018, -0.0355
Si, -0.0108, 8.197, 32.0806, 0.0166, -0.0635, -0.0353
Si, 3.8645, 8.1811, 32.0106, 0.0014, -0.0077, -0.0559
Si, 7.6958, 8.1999, 32.0931, -0.0239, -0.1031, -0.0685
Si, 11.5923, 8.1989, 32.0305, 0.028, 0.0193, -0.0136
Si, 0, 2.332, 3.9167, 0.0408, -0.0441, 0.1866
Si, 3.8672, 2.332, 3.9167, 0.0277, -0.1328, -0.0097
Si, 7.7343, 2.332, 3.9167, 0.0137, -0.0977, 0.0654
Si, 11.6015, 2.332, 3.9167, 0.0287, -0.2926, -0.137
Si, 1.9336, 8.745, 3.9167, 0.0146, -0.1046, -0.0067
Si, 5.8008, 8.745, 3.9167, -0.0301, -0.0438, -0.0745
Si, 9.6679, 8.745, 3.9167, 0.0187, -0.1174, -0.1075
Si, 13.5351, 8.745, 3.9167, 0.0822, -0.0563, 0.0785
Si, 1.9275, 6.4046, 4.322, 0.0218, 0.0151, -0.0063
Si, 5.8208, 6.4072, 4.3183, -0.0288, 0.026, 0.0288
Si, 9.667, 6.4044, 4.3045, -0.0052, 0.0344, 0.0287
Si, 13.568, 6.4051, 4.3031, -0.0128, 0.006, -0.0132
Si, 0.0022, 12.822, 4.3165, 0.0116, 0.0359, 0.0482
Si, 3.8861, 12.8185, 4.3344, -0.0262, 0.0178, 0.0524
Si, 7.7232, 12.8203, 4.3185, 0.004, 0.0381, 0.0485
Si, 11.6195, 12.814, 4.3313, -0.0136, 0.0717, 0.042
Si, 0.005, 5.8056, 5.5753, -0.0176, -0.0378, 0.0571
Si, 3.8764, 5.7915, 5.5033, 0.0016, 0.0947, 0.084
Si, 7.7524, 5.7962, 5.5528, 0.0189, -0.0193, 0.0423
Si, 11.6242, 5.7535, 5.4395, 0.0476, 0.049, 0.0824
Si, 1.9343, 12.215, 5.5315, 0.0036, 0.034, 0.0088
Si, 5.8162, 12.2409, 5.6068, 0.0336, -0.0049, 0.0313
Si, 9.6599, 12.2095, 5.5182, -0.0052, 0.0143, 0.0354
Si, 13.5627, 12.2215, 5.5797, 0.0171, -0.0418, 0.0102
Si, 0.0147, 3.4774, 6.0208, -0.0175, 0.0529, 0.0786
Si, 3.887, 3.4686, 5.9832, -0.0103, -0.0438, 0.1225
Si, 7.752, 3.4764, 5.9962, -0.0183, 0.0003, 0.0603
Si, 11.6123, 3.4486, 5.9705, 0.0074, -0.0444, 0.1165
Si, 1.9274, 9.8896, 5.9816, -0.014, -0.0464, 0.1444
Si, 5.801, 9.8959, 5.9754, 0.0118, -0.0293, 0.1429
Si, 9.6718, 9.8844, 5.9718, 0.0173, -0.0009, 0.1561
Si, 13.5666, 9.8838, 6.0041, -0.0014, 0.0571, 0.2022
Si, 1.9729, 2.8975, 7.2647, 0.1133, -0.085, 0.0788
Si, 5.8209, 2.8874, 7.2489, -0.0369, -0.0092, -0.0165
Si, 9.6878, 2.8674, 7.2313, 0.0374, 0.0012, 0.0384
Si, 13.5264, 2.8699, 7.251, -0.0646, -0.0021, -0.0767
Si, 0.0361, 9.2686, 7.2898, 0.0563, 0.0758, 0.1045
Si, 3.8635, 9.3234, 7.2214, -0.0069, -0.03, 0.0008
Si, 7.7346, 9.2435, 7.1905, -0.0448, 0.0105, -0.0061
Si, 11.6073, 9.272, 7.2037, -0.0506, -0.0859, 0.0227
Si, -0.011, 6.9158, 7.6704, 0.0387, 0.0771, 0.1465
Si, 3.8695, 6.96, 7.5398, -0.0107, 0.0555, 0.0502
Si, 7.7943, 6.9154, 7.6289, 0.0582, 0.0278, 0.168
Si, 11.6689, 6.9093, 7.4478, -0.0211, 0.1898, -0.0775
Si, 1.937, 13.3688, 7.5817, 0.0075, 0.1169, -0.0281
Si, 5.8431, 13.3777, 7.7148, 0.0263, 0.0475, 0.0517
Si, 9.6471, 13.3401, 7.58, -0.0937, 0.1012, -0.0227
Si, 13.583, 13.3577, 7.6653, 0.0365, 0.0491, 0.1077
Si, 1.978, 6.3211, 8.8258, -0.0184, 0.1031, 0.0687
Si, 5.7844, 6.3882, 8.7884, -0.061, 0.2156, -0.0269
Si, 9.8503, 6.3249, 8.7568, -0.1303, 0.1683, -0.0371
Si, 13.4576, 6.3333, 8.8521, 0.0908, 0.0897, -0.0211
Si, 0.0808, 12.7413, 8.9016, 0.0882, 0.1344, 0.3004
Si, 3.837, 12.8656, 8.8599, 0.0679, 0.0765, -0.093
Si, 7.8049, 12.6795, 8.929, 0.0079, 0.0426, 0.2647
Si, 11.3713, 13.5826, 10.8434, 0.111, -0.3105, 0.2455
Si, 2.0564, 4.0267, 9.4012, -0.351, -0.0943, -0.2195
Si, 5.7433, 4.0708, 9.3063, 0.2985, 0.0212, -0.1409
Si, 9.797, 4.005, 9.3242, -0.1671, -0.0847, 0.0091
Si, 13.4203, 3.9769, 9.3448, 0.0898, -0.0212, -0.0628
Si, 0.1023, 10.4243, 9.4124, -0.0984, -0.2875, -0.2988
Si, 3.8759, 10.5342, 9.2935, -0.1139, 0.0344, -0.2209
Si, 7.7256, 10.3395, 9.2744, 0.0043, -0.0529, -0.2553
Si, 11.5757, 10.4553, 9.2814, 0.0466, -0.1495, -0.233
Si, -0.0336, 3.5905, 10.4651, 0.1289, 0.3717, 0.5447
Si, 3.9727, 3.5361, 10.77, 0.2706, 0.2028, 0.4331
Si, 7.7568, 3.6964, 10.4812, 0.1508, 0.1268, 0.435
Si, 11.593, 3.0982, 10.6737, -0.0263, 0.0789, 0.3055
Si, 2.093, 9.8144, 10.6627, 0.1809, 0.3897, 0.4143
Si, 5.7639, 9.9654, 10.5545, -0.0238, 0.4034, 0.4792
Si, 9.6357, 9.7469, 10.5028, 0.0012, 0.2764, 0.471
Si, 13.5283, 9.938, 10.5121, -0.168, 0.2294, 0.1042
Si, 0.4641, 0.6965, 11.1558, -0.2076, 0.0804, -0.4487
Si, 3.5993, 1.1862, 10.9384, -0.0763, -0.4223, 0.0773
Si, 8.21, 0.6841, 11.1656, 0.1028, -0.0565, -0.3712
Si, 11.5774, -0.1139, 8.7223, 0.1219, -0.1496, -0.1919
Si, 2.3256, 7.5279, 10.8403, -0.1505, -0.6113, 0.0704
Si, 5.5117, 7.639, 10.7954, 0.0114, -0.6396, -0.0587
Si, 10.4379, 7.5282, 10.7285, -0.4938, -0.2292, -0.0463
Si, 12.95, 7.6178, 10.8111, 0.6105, 0.091, 0.1775
O, 15.392, 4.8104, 11.5614, -0.0436, 0.0789, -0.0829
O, 3.9284, 7.2843, 11.2873, 0.284, 0.1202, -0.0259
O, -2.3605, 7.6735, 25.5792, 0.1127, 0.079, -0.0158
O, 7.7832, 6.6867, 26.2621, -0.0063, -0.0486, 0.0692
O, 9.6507, 0.3815, 26.1525, 0.6198, -0.104, 0.0599
O, 1.7703, 0.2957, 26.2487, -0.0788, -0.0687, -0.0388
O, 7.832, 4.6325, 11.8462, -0.0653, 0.0651, -0.2207
O, 2.0821, 13.5676, 11.5148, 0.0118, -0.0262, -0.0913
O, 4.7765, 13.3738, 11.8859, -0.1526, 0.0846, -0.0428
O, 1.2511, 7.0338, 12.0285, 0.1203, 0.0787, -0.0558
O, 7.6919, 2.2224, 11.1944, 0.017, 0.0007, -0.1929
O, 7.3536, 12.8223, 12.3831, 0.0784, -0.0557, -0.0092
O, 13.5176, 10.9572, 13.6907, 0.1779, 0.2263, -0.1656
O, 9.5078, 6.6797, 11.8121, 0.1149, 0.1031, 0.0652
O, 2.46, 10.2952, 12.2559, -0.0748, -0.0041, -0.4984
O, 5.6712, 10.8425, 12.0062, 0.0146, -0.1899, -0.2208
O, -0.3675, -0.3837, 12.0963, 0.0297, 0.1499, 0.1816
O, 13.9658, 7.0489, 12.0217, -0.2634, 0.0631, -0.1775
O, 9.1603, 10.4619, 11.9768, 0.0516, -0.103, -0.3539
O, 4.4253, 4.3953, 12.1706, -0.1958, -0.187, -0.6464
O, 11.4667, 3.4504, 12.3192, 0.0195, 0.0336, -0.5216
O, 15.3329, 2.214, 11.4031, 0.1017, -0.1799, -0.2664
O, 9.8355, 13.4201, 11.4803, -0.1004, -0.1312, -0.09
O, 6.7668, 7.0463, 11.7227, -0.2547, 0.2517, -0.0087
O, 13.5067, 5.2275, 26.3813, -0.0015, -0.0244, 0.3156
O, 10.256, 3.8276, 25.5438, -0.0968, -0.1125, 0.4037
O, 10.4395, 7.269, 25.8828, -0.1359, -0.0276, 0.012
O, 7.7021, 9.8991, 25.1531, -0.1183, 0.185, 0.7501
O, 5.3325, 7.1554, 25.3633, 0.1433, 0.0091, 0.0824
O, 7.0548, 0.7777, 25.3537, 0.1562, -0.0295, 0.1608
O, 15.5856, 6.8762, 26.1834, 0.0424, -0.0082, 0.1499
O, 3.9361, 9.4745, 25.6693, -0.0377, 0.2295, 0.1441
O, 14.4172, 0.4214, 25.5776, 0.1134, 0.0015, 0.2256
O, 4.382, 0.6847, 25.5023, -0.1512, -0.005, 0.0267
O, 2.7318, 7.0575, 25.6402, -0.2347, -0.0773, 0.13
O, 1.7994, 3.3671, 25.3112, 0.0202, 0.2047, 0.7591
O, 11.5163, 9.7269, 25.6736, -0.0406, 0.2665, 0.2476
O, 13.2556, 2.7219, 25.9545, -0.0582, -0.2345, 0.2138
O, 5.7075, 3.0786, 25.6613, 0.0081, 0.172, 0.152
O, -0.2483, 10.1031, 25.484, 0.0155, 0.0187, 0.3845
Si, 1.2223, 10.7967, 17.9809, -0.1116, -0.0333, 0.0939
Si, 8.572, 1.3471, 21.6319, 0.069, 0.025, -0.2072
Si, 13.6102, 11.4443, 22.1021, -0.1332, -0.0011, -0.2763
Si, 5.6617, 1.5857, 24.9994, 0.0438, -0.1007, -0.1013
Si, 0.6984, 0.1601, 22.6787, -0.0573, -0.0862, -0.3485
Si, 9.4096, 10.2615, 13.575, -0.0299, -0.0363, 0.289
Si, 11.9249, 5.258, 15.9933, 0.1001, 0.0793, 0.2445
Si, 10.7027, 10.4935, 22.2078, 0.1502, 0.0367, -0.3428
Si, 12.9034, 1.006, 15.5472, -0.0464, 0.1844, 0.3265
Si, 8.0236, 11.3393, 21.2457, 0.0954, 0.123, -0.0771
Si, 1.1388, 8.8372, 20.172, -0.1196, -0.1035, -0.0741
Si, 14.8753, 13.1277, 17.5145, -0.0144, -0.0081, 0.1426
Si, 0.2373, 10.3375, 23.9566, -0.0862, -0.1153, -0.393
Si, 12.6836, 11.5787, 19.1452, -0.0889, 0.0199, 0.0257
Si, -0.1359, 6.2093, 12.3626, -0.0293, -0.1951, -0.0437
Si, 14.9394, 6.1148, 15.4508, -0.0639, 0.1168, 0.3689
Si, 11.4607, 2.9693, 13.8655, -0.0361, 0.1165, 0.6707
Si, 4.6253, 4.828, 13.7297, -0.0378, -0.0338, 0.6142
Si, 11.1419, 9.799, 17.2191, -0.0101, -0.0765, 0.216
Si, 8.5242, 6.5122, 22.7471, 0.138, 0.0405, -0.5206
Si, 4.0211, 12.677, 15.0771, -0.2105, 0.1295, 0.3177
Si, 6.4511, 3.5662, 15.8046, 0.0549, -0.1378, 0.2765
Si, 1.7088, 3.0252, 23.7275, -0.059, 0.1015, -0.6776
Si, 9.1223, 1.9744, 15.6927, -0.0421, 0.1094, 0.2802
Si, 0.9965, 8.7053, 15.8921, -0.0532, -0.1167, 0.2165
Si, 2.7281, 0.9005, 20.4169, -0.0555, 0.0937, -0.0965
Si, 3.5522, 2.8429, 15.6571, 0.0487, -0.0673, 0.1896
Si, -0.4227, 4.1082, 21.7464, -0.1952, 0.1459, -0.2796
Si, 11.0725, 1.3073, 20.0596, -0.0637, 0.0131, 0.0169
Si, 3.9391, 11.8531, 18.1019, 0.03, 0.0379, -0.0071
Si, 13.6353, 11.667, 12.1888, -0.1626, -0.4031, -0.2291
Si, -2.4963, 5.7224, 22.775, 0.1354, 0.0185, -0.5249
Si, 7.4508, 5.3528, 18.3159, 0.0666, -0.0493, 0.0888
Si, 17.0127, 4.5001, 17.3054, -0.0527, 0.0055, 0.0575
Si, 12.247, 10.9163, 14.7288, -0.1267, 0.0582, 0.4032
Si, 8.1806, 9.5251, 23.6392, 0.1664, -0.1015, -0.5308
Si, 2.6376, 7.2562, 17.9808, -0.1676, -0.0125, 0.112
Si, 0.4223, 2.62, 19.3392, -0.0108, 0.0255, 0.083
Si, 3.9481, 7.9676, 25.0483, -0.0113, -0.1468, -0.1966
Si, 8.0076, 7.75, 14.6067, -0.0193, 0.0081, 0.3337
Si, 5.0102, 7.8529, 14.6659, 0.0536, -0.0211, 0.3695
Si, 9.622, 7.0663, 17.0586, 0.1347, -0.0795, 0.0944
Si, 2.2942, 8.3016, 22.715, -0.2474, -0.206, -0.3781
Si, 2.7583, 10.0584, 13.84, -0.0514, -0.0111, 0.4242
Si, 5.5158, 7.7539, 17.8272, 0.1018, 0.0453, 0.1229
Si, 4.528, 2.6, 22.3247, -0.0452, 0.1453, -0.3821
Si, 8.7161, 11.6476, 16.1567, 0.0829, 0.0097, 0.3643
Si, 11.1324, 7.6989, 22.0265, -0.0538, -0.0468, -0.4642
Si, 11.6137, 8.1716, 25.1969, -0.0709, -0.1131, -0.4209
Si, 15.4842, 6.836, 21.8973, -0.0699, -0.0809, -0.1381
Si, 7.0085, 4.1363, 21.2407, 0.0057, 0.0548, -0.0162
Si, 11.1111, 1.8243, 22.928, -0.1889, -0.0762, -0.4177
Si, 8.0338, 6.1698, 12.2879, 0.128, -0.1504, 0.0534
Si, 12.9167, 1.1787, 25.5104, 0.0427, 0.1268, -0.321
Si, 10.5502, 4.5663, 24.1271, 0.1256, 0.1468, -0.5617
Si, 11.301, 2.8731, 17.5545, 0.0083, 0.1397, 0.1467
Si, 5.8102, 12.3533, 12.629, -0.1367, 0.041, 0.3333
Si, 6.7302, 10.6308, 18.4097, 0.0343, 0.0597, 0.1209
O, 4.5546, 6.4508, 13.9478, -0.017, 0.0021, -0.2
O, 13.3853, 5.9398, 15.8771, 0.0469, -0.0041, -0.1068
O, 2.282, 7.9167, 16.5266, 0.0279, 0.0147, -0.1288
O, 0.83, 12.3419, 17.635, 0.0241, -0.0152, -0.0437
O, 2.3533, 3.1892, 16.7224, 0.0799, -0.0272, -0.0932
O, 9.6753, 11.3452, 21.2624, -0.0375, -0.1006, 0.1214
O, 4.0602, 7.7862, 18.5718, 0.0465, -0.0129, 0.0168
O, 0.6373, 4.007, 22.9774, 0.1839, -0.1227, 0.3195
O, 12.7203, 1.9576, 14.2256, 0.0306, -0.0675, -0.2371
O, 13.7421, 12.092, 18.033, 0.0519, 0.0342, -0.0958
O, 7.8446, 2.8084, 21.7273, 0.0042, -0.0037, 0.0526
O, 7.5434, 0.0672, 21.5398, -0.0102, -0.044, 0.041
O, 12.2162, 9.8029, 15.9507, 0.0623, 0.054, -0.2308
O, 6.4373, 9.0687, 18.0761, -0.0326, -0.0282, -0.0204
O, 13.4882, 11.1699, 20.4976, 0.0775, 0.0034, 0.1469
O, 10.9717, 10.6082, 13.7869, -0.0648, 0.0392, -0.1729
O, 12.1402, 12.4106, 15.3748, -0.0117, -0.0995, -0.1911
O, 6.528, 8.3757, 14.3234, -0.0421, 0.0215, -0.1464
O, 10.4446, 8.3676, 17.6195, 0.0066, 0.0535, -0.0265
O, 12.1976, 6.5451, 21.5606, -0.0438, 0.0207, 0.2116
O, 3.1997, 3.2312, 23.0558, -0.0679, -0.0265, 0.2281
O, 3.9978, 1.5078, 21.2303, 0.085, 0.0358, 0.1443
O, 0.7963, 10.2831, 19.4873, 0.0555, 0.01, -0.0241
O, 1.5212, 6.8594, 22.5441, 0.1214, 0.1693, 0.1654
O, 7.3243, 4.4019, 19.6497, 0.0071, 0.0316, -0.0437
O, 10.7389, 3.4085, 23.0068, 0.0289, 0.0687, 0.1484
O, 11.585, 12.7501, 19.3945, 0.002, -0.0303, -0.0252
O, 1.421, 9.3772, 14.4803, -0.0053, 0.0165, -0.1685
O, 11.4121, 2.5929, 19.1363, -0.0206, 0.0051, -0.0458
O, 12.0233, 11.3984, 22.6254, 0.0339, -0.0014, 0.1125
O, -1.9596, 4.2537, 22.289, 0.0527, -0.0069, 0.1402
O, 3.4383, 4.0512, 14.559, 0.0375, 0.1153, -0.2697
O, 5.4304, 3.7714, 21.5783, -0.0671, -0.0829, 0.1013
O, 2.8459, 10.664, 17.8274, 0.0085, -0.0262, -0.0078
O, 11.9257, 10.2693, 18.5596, 0.0289, 0.0117, -0.0579
O, 15.9543, 5.1507, 16.2664, -0.0028, 0.0196, -0.1427
O, 14.5574, 12.8045, 22.2764, 0.0685, 0.054, 0.1559
O, 8.3326, 7.583, 16.1926, -0.1231, 0.0777, -0.2294
O, 9.6082, 1.12, 22.9015, 0.1038, -0.0155, 0.1262
O, 1.097, 1.5361, 23.4401, -0.0077, -0.0403, 0.2643
O, 9.1459, 8.7003, 13.9499, 0.0746, -0.0228, -0.1721
O, 11.4572, 8.0173, 23.5896, 0.0637, 0.102, 0.512
O, 9.7563, 10.0032, 23.4626, -0.1014, -0.0481, 0.3008
O, 1.0213, 11.7476, 23.6913, 0.0642, 0.0754, 0.2304
O, 1.6801, 0.056, 21.3567, -0.1009, -0.0397, 0.167
O, 3.7436, 8.0962, 23.4164, 0.1801, 0.0118, 0.414
O, 9.771, 2.7905, 16.969, -0.0527, -0.0362, -0.1065
O, 5.412, 12.4716, 14.2284, 0.2687, -0.0836, -0.4405
O, 9.2803, 5.5514, 23.8313, 0.0267, -0.1421, 0.2393
O, 11.9463, 5.4332, 24.0113, -0.0549, -0.0712, 0.3312
O, 7.0994, 4.5012, 16.9703, -0.0719, 0.035, -0.1096
O, 2.6182, 5.6288, 17.8092, 0.046, 0.0419, -0.0092
O, 15.2254, 7.6899, 15.7096, 0.0364, 0.0386, -0.1054
O, 5.1171, 7.5438, 16.2657, -0.0885, -0.0143, -0.2405
O, 7.9337, 7.9011, 23.399, -0.0854, 0.1546, 0.2455
O, 5.3076, 11.3144, 18.7478, -0.0324, -0.009, 0.0309
O, 6.3311, 6.5119, 18.4628, -0.0819, 0.0511, -0.0034
O, 15.3885, 5.5054, 20.946, 0.0351, -0.0111, 0.135
O, -0.3865, 2.8532, 20.7328, 0.0527, -0.0279, 0.0198
O, 4.014, 9.0584, 14.2089, -0.0005, 0.0276, -0.235
O, 11.6541, 4.351, 14.6898, -0.0466, -0.0903, -0.2544
O, 9.9751, 10.8624, 16.8288, -0.1017, 0.0364, -0.1249
O, 16.0864, 4.0076, 18.5417, 0.013, 0.0305, -0.0471
O, 6.0398, 4.3359, 14.4187, -0.0814, 0.0827, -0.2675
O, 7.4308, 11.3518, 17.122, 0.0181, -0.0221, -0.133
O, 2.3942, 8.9957, 21.2275, 0.0736, 0.0676, 0.1394
O, -0.4892, 1.6012, 18.4734, -0.0012, -0.0545, -0.0603
O, 1.9138, 2.1122, 19.7089, 0.0615, -0.0454, 0.0283
O, 9.0483, 13.2312, 16.0986, 0.009, -0.0443, -0.094
O, 10.7066, 6.325, 16.097, -0.032, -0.0326, -0.0933
O, 7.4156, 5.5394, 22.0254, -0.0025, -0.0348, 0.075
O, 14.4747, 0.7613, 15.9847, -0.0431, -0.0221, -0.0809
O, 11.2232, 9.1802, 21.3364, -0.0656, -0.0111, 0.2036
O, 7.5965, 2.4696, 15.4312, -0.0398, 0.012, -0.1018
O, 14.4136, 10.2793, 22.9318, 0.1106, -0.0519, 0.2197
O, 12.4295, 12.7729, 11.8644, -0.0237, 0.1158, 0.0257
O, 0.4618, 9.8515, 16.9103, 0.0292, 0.0289, -0.0942
O, 1.4871, 7.7314, 19.0305, 0.0991, -0.0537, -0.0851
O, 11.9236, 4.3576, 17.3504, -0.0202, -0.0366, -0.0355
O, 8.9569, 6.0464, 18.1733, -0.0195, 0.0284, -0.0038
O, 8.4806, 11.1302, 14.6166, 0.0036, -0.0221, -0.2993
O, 8.0701, 6.2758, 13.9173, -0.003, -0.0337, -0.2592
O, 12.1629, 1.299, 24.0436, 0.2936, -0.0654, 0.3157
O, 14.3138, 6.6602, 23.0513, -0.0047, -0.0018, 0.1367
O, 9.6614, 7.0538, 21.688, -0.102, -0.0214, 0.2101
O, -0.1446, 8.2056, 20.9954, 0.0496, 0.027, 0.0178
O, 12.1869, 1.7509, 16.7988, 0.1428, -0.15, -0.1898
O, 11.8192, 1.5128, 21.4887, 0.0228, 0.0405, 0.255
O, 7.6134, 10.8066, 19.7656, -0.0127, -0.0611, 0.0316
O, 7.4164, 10.3517, 22.4212, -0.0163, -0.0496, 0.216
O, 5.4763, 1.8091, 23.3937, 0.1458, -0.1233, 0.3502
O, 3.3022, 0.0045, 19.2105, 0.0033, 0.0096, 0.0369
O, 15.2228, 5.771, 13.9068, 0.0967, 0.0315, -0.2912
O, 1.3248, 9.1855, 23.6624, -0.0169, 0.026, 0.2319
O, 5.0534, 2.8757, 16.3543, -0.024, 0.0791, -0.1013
O, 2.9884, 11.5196, 14.5578, -0.0186, -0.0205, -0.182
O, 9.4513, 1.315, 20.2472, -0.0071, -0.0364, 0.0318
O, 3.3706, 1.3666, 14.9468, 0.0201, -0.0342, -0.1138
O, 4.3123, 12.5336, 16.6761, 0.0215, -0.0057, -0.192
O, 10.0633, 2.2475, 14.3713, 0.0779, -0.033, -0.2795

Results
free energy: -248722.318 eV
free energy less fixed offsets of O -568.88, Si -635.61 eV per atom: -6.858 eV

The program warned: the cutoff lies below the one the program advises for these potential files; the exchange-correlation potential is rough where the density is thin.
